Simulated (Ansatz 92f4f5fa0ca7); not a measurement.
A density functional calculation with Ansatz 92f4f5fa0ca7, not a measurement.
Periodic cell of 223 atoms, Si131O90P2, from a study of silicon, its oxide and their interface. The atomic structure is a simulated model.
Doubt: the cutoff is far below the 930 eV that the study's wrapper takes by default for these files, so forces and energies are approximate.

Settings
functional: PBE
potential files: Ansatz PAW
basis: plane waves
wave-function cutoff: 580 eV
density cutoff ratio: 5
exchange-correlation grid ratio: 1
k mesh: 1 x 1 x 1, Gamma-centred
self-consistency stop: 5e-08 eV per atom in the density residual
occupations: fixed
spin: none
net charge: 0

Cell vectors (angstrom)
a 10.938 0 0
b 0 10.938 0
c 0 0 32.1988

Atoms and the computed forces on them: element, x, y, z (angstrom), force x, y, z (eV/angstrom)
Si 10.6005 0.2228 24.8741 0.0038 0.0002 0.0098
Si 5.7515 10.6789 24.7447 0.0009 0.0063 0.0043
Si 2.4932 2.9141 24.6387 0.0013 0.0025 0.0059
Si 8.4409 2.4605 24.8315 -0.0015 0.008 0.0048
Si 0.2909 5.1689 24.7563 0.0032 0.0038 0.0056
Si 5.177 5.7454 24.6886 -0.0005 0.0049 0.0072
Si 2.9535 7.9992 24.6095 0.0007 0.002 0.0085
Si 7.9558 8.4391 24.7354 0.0069 -0.0001 0.0042
Si 1.3438 1.3826 26.0391 -0.0014 0.006 -0.0001
Si 6.8558 1.3098 26.1208 0.0078 -0.0038 0.0098
Si 4.0595 4.1034 25.9835 -0.0004 0.0052 0.0012
Si 9.6174 4.0641 26.0825 0.0048 -0.0027 0.0009
Si 1.4099 6.8253 26.0048 0.0061 0.0025 0.0063
Si 6.7843 6.8518 26.0266 -0.002 0.004 -0.0025
Si 4.1136 9.5364 25.9998 0.0015 -0.0029 -0.0008
Si 9.4764 9.5702 26.1537 -0.0046 0.0067 0.0076
Si 2.7374 -0.0102 27.3513 -0.0025 -0.0008 -0.0133
Si 8.1675 -0.0184 27.5564 -0.0014 -0.0041 0.0189
Si 0.0189 2.7212 27.4839 0.0012 -0.0011 0.0099
Si 5.449 2.7433 27.3653 -0.0025 -0.0011 -0.0101
Si 2.7401 5.4642 27.4251 0.0026 -0.0021 0.0032
Si 8.1955 5.4705 27.3603 -0.0009 -0.002 -0.0124
Si 0.0037 8.1808 27.3772 -0.0029 -0.0019 -0.0097
Si 5.4484 8.1984 27.4438 -0.001 -0.004 0.0027
Si 4.0876 1.3679 28.7446 0.005 -0.001 0.0186
Si 9.5805 1.3621 28.8415 -0.01 -0.0001 -0.0263
Si 1.3721 4.1153 28.8095 -0.007 -0.0129 -0.0185
Si 6.8323 4.1021 28.7441 0.0036 -0.0055 0.0167
Si 4.0992 6.822 28.7998 -0.0054 0.0016 -0.0094
Si 9.5641 6.8258 28.7537 0.0013 0.0042 0.0142
Si 1.3737 9.5624 28.7427 -0.0054 -0.0018 0.0166
Si 6.7875 9.548 28.8512 0.0176 0.0038 -0.034
Si 0.0172 -0.0187 30.1537 0.0089 -0.0028 0.0026
Si 5.444 0.0171 30.159 -0.0051 0.0094 0.011
Si 2.7377 2.7338 30.1455 -0.0003 0.0001 0.0018
Si 8.1934 2.745 30.1492 -0.0051 0.0052 0.008
Si -0.0083 5.4753 30.1494 -0.0031 0.0064 0.0061
Si 5.4764 5.4609 30.1458 0.0044 -0.0003 0.0005
Si 2.7287 8.2039 30.1416 0.0014 0.0087 0.0053
Si 8.2076 8.1927 30.1523 0.0048 0 0.0056
Si 1.3673 1.3673 31.515 0.09 -0.0546 0.0107
Si 6.8362 1.3673 31.515 -0.0592 0.0745 -0.0348
Si 4.1018 4.1018 31.515 0.0602 -0.089 0.0013
Si 9.5708 4.1018 31.515 -0.0578 0.0635 -0.011
Si 1.3673 6.8362 31.515 -0.0756 0.0484 -0.0517
Si 6.8362 6.8362 31.515 0.0604 -0.1221 0.0454
Si 4.1018 9.5708 31.515 -0.1682 0.0035 0.0043
Si 9.5708 9.5708 31.515 0.0378 -0.1126 0.0105
Si 2.7345 0 0.6835 0.0019 -0.0041 0.1008
Si 8.2035 0 0.6835 -0.0496 0.0989 -0.0955
Si 0 2.7345 0.6835 -0.1287 0.0111 0.0999
Si 5.469 2.7345 0.6835 0.0634 -0.1217 -0.0886
Si 2.7345 5.469 0.6835 -0.0733 0.115 -0.1748
Si 8.2035 5.469 0.6835 0.034 -0.0923 0.1013
Si 0 8.2035 0.6835 -0.0515 -0.0949 -0.1425
Si 5.469 8.2035 0.6835 -0.0959 0.0802 0.0582
Si 4.111 1.3675 2.0533 0.0085 -0.0106 -0.0073
Si 9.5505 1.3673 2.0613 0.0055 0.0087 0.0154
Si 1.3566 4.1289 2.0402 -0.0152 0.003 -0.0017
Si 6.8433 4.0737 2.0494 -0.0112 -0.0206 -0.0113
Si 4.0853 6.8352 2.0494 0.0074 0.0043 0.0214
Si 9.5589 6.8513 2.048 0.0027 0.0008 -0.0086
Si 1.3463 9.5675 2.0372 0.005 -0.0072 -0.0153
Si 6.809 9.6081 2.0452 -0.0017 0.0067 0.005
Si -0.0433 -0.0419 3.3932 0.0039 -0.018 0.0109
Si 5.4624 0.0162 3.4768 -0.0436 -0.0018 -0.0106
Si 2.7484 2.7706 3.3639 -0.0067 -0.0476 0.0305
Si 8.1496 2.6821 3.4675 -0.0149 -0.001 -0.0004
Si -0.0188 5.4842 3.4223 -0.0241 -0.0026 -0.008
Si 5.4438 5.4254 3.3718 0.0753 0.0157 0.0167
Si 2.6862 8.1901 3.4144 0.0014 0.0472 0.0082
Si 8.169 8.2356 3.3727 0.0196 -0.0679 0.0266
Si 1.3945 1.3473 4.6318 0.003 -0.0075 -0.0112
Si 6.7936 1.3456 4.9515 0.0508 -0.0399 0.0264
Si 4.1113 4.0912 4.7974 -0.0118 0.016 0.004
Si 9.5436 4.091 4.7437 -0.0121 -0.0071 0.0119
Si 1.3321 6.8493 4.8271 -0.0119 0.0033 0.0131
Si 6.7851 6.8372 4.665 -0.0985 0.0356 -0.0125
Si 4.0747 9.5266 4.7703 0.0357 -0.0783 0.0159
Si 9.4815 9.5803 4.795 -0.01 0.1144 -0.018
Si 2.7544 0.0814 6.1034 0.0316 0.0034 -0.0427
Si 8.1276 -0.0964 6.3089 0.0828 -0.0153 0.0537
Si 0.0134 2.67 5.9809 -0.0011 -0.03 0.0246
Si 5.4296 2.773 6.3193 -0.0027 -0.0095 -0.0031
Si 2.7668 5.504 6.1547 0.0357 0.0009 0.0409
Si 8.1798 5.5025 6.0683 0.0104 0.0229 -0.0703
Si -0.0623 8.2488 6.1619 0.0091 -0.0112 -0.0086
P 5.4918 8.1923 5.9846 -0.0313 -0.0798 -0.0228
Si 3.7911 1.6141 7.6337 -0.0083 0.0088 0.0346
Si 9.766 1.1887 7.3912 -0.0557 -0.0145 -0.0582
Si 1.5661 3.8183 7.2918 -0.0279 0.0274 -0.0237
Si 6.6153 4.4924 7.4832 -0.0054 0.0077 0.0343
Si 4.3869 6.7519 7.3846 0.0914 -0.0162 -0.0354
Si 9.286 7.0457 7.4443 -0.0965 0.0868 0.0217
Si 1.0688 9.9662 7.3123 -0.045 0.0162 0.0236
P 7.0342 9.3412 8.0111 0.0835 0.0989 0.1911
O 7.9895 8.0317 7.7481 0.0227 0.0222 0.099
O 2.6357 2.7569 7.9866 0.0241 -0.0239 0.012
O 9.5362 1.3465 24.2718 -0.0005 0.003 0.0005
O 4.069 6.8586 24.1307 0.0005 0.0021 -0.0027
O -0.032 0.1044 7.9236 0.0211 -0.0109 -0.0006
O 5.5208 5.6726 7.929 -0.0208 -0.0055 -0.0083
O 6.8605 9.5673 24.1997 -0.0008 0.0025 -0.0002
O 1.3796 4.0559 24.1683 0 0.0016 -0.0023
O 3.8871 7.6431 8.7025 0.0465 0.0006 -0.0124
O 0.6096 4.4377 8.4718 0.0027 0.0031 0.0155
O 9.8287 6.4257 8.8932 -0.0083 0.0034 -0.0239
O 1.884 9.4405 8.6275 0.0297 -0.0282 0.0083
O 7.4152 4.0317 8.8623 -0.0128 0.0081 -0.0189
O 4.2425 0.9553 9.0993 -0.0235 0.0262 -0.0188
O 7.5911 9.6419 9.5555 -0.1253 -0.1488 -0.0493
O 9.1762 2.0053 8.6989 -0.0192 0.0257 0.0252
O 7.726 3.1448 23.5252 -0.0046 0.006 -0.0139
O 10.5296 5.8596 23.4464 -0.0003 0.0031 -0.0087
O 5.111 0.443 23.4081 -0.0009 0.0027 -0.011
O 5.8939 5.1003 23.3545 0.0002 -0.0002 -0.003
O 3.1201 2.2075 23.2727 0.0023 0.0016 -0.0045
O 2.3193 8.7101 23.2424 -0.0061 0.004 -0.0104
O 8.6491 7.7666 23.3984 0.0028 -0.0023 -0.0104
O 0.2486 10.3248 23.6068 -0.0002 -0.0016 -0.0127
Si 4.4137 1.5777 22.4744 0.0016 -0.0033 0.016
Si 3.5833 7.9568 14.0597 0.0127 0.0049 -0.0142
Si 7.2105 0.9757 14.6838 0.0108 -0.0133 -0.0101
Si 0.977 9.3585 22.5395 0.0029 0.004 0.0173
Si 1.2452 4.3304 11.882 -0.0039 0 -0.0296
Si 6.3514 8.9784 15.3533 0.0068 0.0142 -0.0122
Si 0.7542 1.3601 12.3119 -0.014 0.0034 -0.0186
Si 8.6759 4.9486 20.5278 0.0039 0.0028 0.0141
Si 0.318 5.767 9.3486 -0.0141 -0.0106 -0.04
Si 5.168 3.1146 17.943 0.0053 -0.0004 0.0039
Si 0.9589 3.7475 16.7483 -0.0001 -0.0012 -0.0019
Si 10.4725 2.858 19.2432 -0.0015 -0.0021 0.0099
Si 5.316 1.2103 10.3273 0.0683 -0.0428 -0.0181
Si 0.9521 0.185 19.8879 -0.0023 -0.0062 0.0024
Si 6.8529 9.5155 11.0351 0.1709 0.0346 -0.2351
Si 9.4071 9.6668 18.4082 0.0021 0.0073 0.0032
Si 9.538 9.2509 12.7451 -0.0342 0.0362 -0.0596
Si 6.5992 3.847 22.5892 0.0051 -0.0042 0.0168
Si 2.454 8.1188 9.3511 -0.0446 0.047 -0.0232
Si 10.6773 7.3628 17.1534 0.0013 0.0055 0.0009
Si 2.5856 6.3095 16.597 0.003 0.0078 0.0002
Si 10.2453 4.4827 14.1868 0.0062 -0.0047 -0.0214
Si 6.2054 9.1747 18.5527 0.0002 0.0031 0.0009
Si 7.9434 2.6441 9.5456 0.0224 -0.0481 -0.0426
Si 8.9466 2.143 12.4213 0.0053 -0.0122 -0.0177
Si 5.4182 6.2368 18.0788 0.005 0.0073 0.0084
Si 3.9776 0.5508 19.4743 0.0051 -0.0018 0.0125
Si 4.3468 3.8777 12.0493 -0.0044 0.0001 -0.0109
Si 5.6461 6.6434 12.1403 0.0103 0.0423 -0.0219
Si 8.0894 2.504 17.2376 0 -0.0033 -0.0033
Si 4.4448 2.502 14.96 0.0126 0.0009 -0.0095
Si 1.6417 1.2075 15.2872 -0.0066 -0.0122 -0.0081
Si 1.6773 9.4273 12.0485 -0.0239 -0.0007 0.0052
Si 8.1567 6.8487 13.9071 0.009 0.0326 -0.0415
Si 10.519 9.856 15.6109 0.0013 0.0088 -0.0137
Si 9.8383 7.0289 22.5566 -0.0057 -0.0002 0.0196
Si 8.1878 5.4829 17.4274 0.0031 0.0031 0.002
O 6.1429 8.0182 11.2931 0.0128 -0.0462 0.0303
O 6.1143 9.2 16.9346 0.0038 0.0001 0.0046
O 7.7682 1.3799 13.2141 0.0038 0.0195 0.0056
O 0.933 1.6782 13.9025 0.0093 -0.0022 0.0084
O 9.527 6.2433 16.925 0.0041 0.0037 0.0028
O 6.8986 6.2439 13.0886 0.0293 0.0009 0.0232
O 5.2059 4.6504 18.6147 0.0022 0.0004 0.0006
O 9.2957 2.1586 18.3028 0.005 0.0044 0
O 2.4194 0.0889 19.0943 0.0038 0.0027 -0.0014
O 9.5184 10.2485 16.8621 0.0031 -0.0019 0.0082
O 2.8561 4.4789 11.7085 0.0152 -0.0028 0.0091
O 5.1213 10.3099 19.1283 0.0024 0.0027 -0.0011
O 9.5207 3.2594 13.4258 0.0045 0.014 0.0112
O 0.5317 1.7781 19.9692 0.0035 0.0031 0.0012
O 3.2449 1.3767 15.0338 -0.0002 0.0011 0.0072
O 8.2163 5.3701 19.0395 -0.001 0.0018 -0.0057
O 3.9781 6.5939 17.3957 0.002 -0.0015 -0.0011
O 4.6382 3.2922 16.3897 0.0011 0.0014 0.0011
O 9.0958 5.6162 14.3779 -0.0026 0.0087 0.0032
O 5.4699 2.7704 22.1407 0.002 0.0028 -0.0027
O 10.7446 4.0942 15.6716 0.006 0.0002 0.0045
O 0.4037 3.873 18.2804 0.0069 0.0041 -0.0039
O 10.475 10.5056 19.3171 0.0078 0.0031 -0.0019
O 9.8031 10.0741 14.1557 0.0191 -0.0048 0.0233
O 10.9323 8.1387 22.0828 0.0033 0.0027 -0.0026
O 1.3171 2.175 16.5503 0.003 0.0014 0.0036
O 9.8023 3.7638 20.4304 0.0043 0.0016 -0.0037
O 8.2105 4.032 16.7026 0.0027 0.0062 0.0002
O 0.0585 9.1359 11.9799 0.0114 0.0012 0.0147
O 6.6503 2.4056 18.0046 0.0018 0.0041 0.0008
O 5.6891 10.723 11.1228 -0.0027 0.0518 0.0298
O 7.8124 9.5795 18.9035 0.006 0.0019 0.0017
O 10.1067 1.034 12.0317 0.0173 0.0088 0.009
O 1.4728 6.8645 9.0695 0.0167 -0.0001 0.0261
O 0.6847 4.8095 13.3464 -0.0027 0.0052 0.0155
O 5.7742 7.6092 19.0068 0.0026 -0.0016 0.0002
O 5.3092 5.1289 11.5239 0.0059 0.0106 0.0038
O 2.7839 7.022 15.1404 0.0001 -0.0011 0.0101
O 1.0159 2.7503 11.5132 0.0072 -0.0003 0.0089
O 1.0102 10.6789 15.6691 0.0115 0.0179 0.0035
O 2.4885 8.5635 10.9168 0.0161 -0.0055 -0.0165
O 4.7711 2.4615 11.2749 -0.0097 0.0165 0.0186
O 4.3303 3.5394 13.6778 0.0029 0.0021 0.0046
O 2.2558 4.7076 16.4758 0.0025 0.0035 0.0031
O 10.8042 8.2604 15.7886 0.0067 -0.0074 0.0139
O 7.0144 10.3104 14.7201 -0.0058 -0.0008 0.0203
O 2.4582 8.9851 13.4297 0.0065 0.0002 0.0079
O 8.1314 1.5292 15.9244 0.0032 0.0071 0.0077
O 4.2476 7.0269 12.8946 0.0039 -0.0043 0.0137
O 4.2419 1.9967 18.7172 0.0059 0.0049 -0.0038
O 7.3401 4.4022 21.2665 0.0047 0.0016 -0.0058
O 8.4158 2.9006 11.0806 -0.0082 0.0067 0.0179
O 1.2734 6.8693 17.4231 0.0042 0.0003 -0.0007
O 5.7505 1.6109 14.7629 -0.0039 0.0109 0.0085
O 8.1739 9.7989 11.9903 -0.0424 -0.0418 0.002
O 9.2337 6.2941 21.2457 0.0002 0.0024 -0.0082
O 9.1848 7.6926 12.9937 -0.0242 -0.0358 0.0392
O 1.7502 0.1339 11.8685 0.0082 -0.0004 0.0083
O 6.726 6.1524 17.0749 0.006 -0.0019 0.0003
O 7.4632 7.8033 15.053 0.008 -0.0071 0.0054
O 1.2948 10.3207 21.2707 -0.0008 0.0049 -0.0093
O 10.0977 8.1849 18.4301 0.0056 -0.0002 0.0006
O 3.9917 0.8572 21.083 0.0009 -0.0005 -0.0089
O 0.3765 5.3015 10.8951 -0.0011 0.0013 0.0223
O 6.6931 1.6092 9.5508 -0.0131 0.0368 0.0153
O 4.8577 8.7391 14.7258 0.0025 -0.0003 0.0043

Results
free energy: -135974.391 eV
free energy less fixed offsets of O -568.88, P -755.39, Si -635.61 eV per atom: 0.499 eV

The program warned: the cutoff lies below the one the program advises for these potential files; the forces do not sum to zero within the program's tolerance; the exchange-correlation potential is rough where the density is thin.
